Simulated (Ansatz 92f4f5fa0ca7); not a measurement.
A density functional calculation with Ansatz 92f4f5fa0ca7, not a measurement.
Periodic cell of 223 atoms, Si133O90, from a study of silicon, its oxide and their interface. The atomic structure is a simulated model.
Doubt: the cutoff is far below the 930 eV that the study's wrapper takes by default for these files, so forces and energies are approximate.
This geometry differs little from another in the collection (a relaxation step or a small displacement).

Settings
functional: PBE
potential files: Ansatz PAW
basis: plane waves
wave-function cutoff: 580 eV
density cutoff ratio: 5
exchange-correlation grid ratio: 1
k mesh: 1 x 1 x 1, Gamma-centred
self-consistency stop: 5e-08 eV per atom in the density residual
occupations: fixed
spin: none
net charge: 0

Cell vectors (angstrom)
a 10.938 0 0
b 0 10.938 0
c 0 0 32.3445

Atoms and the computed forces on them: element, x, y, z (angstrom), force x, y, z (eV/angstrom)
Si 0.3403 -0.2906 24.7472 0.0016 -0.0062 0.0016
Si 5.2896 0.2926 25.0501 0.0008 0.003 -0.0289
Si 3.0739 2.4775 25.0175 0.0028 0.0061 0.0182
Si 7.9452 2.9306 25.0079 -0.0055 -0.0003 -0.0111
Si -0.2033 5.6629 24.7791 -0.005 0.0083 0.0028
Si 5.7565 5.1734 24.9003 -0.0007 -0.0004 -0.0003
Si 2.6214 8.4055 24.6487 -0.0047 0.003 -0.0048
Si 8.4939 7.9057 24.8243 -0.0008 -0.0029 -0.0007
Si 1.4079 1.2939 26.1722 0.0063 -0.0063 -0.0016
Si 6.8337 1.4064 26.3806 0.0057 -0.0015 0.0035
Si 4.1784 4.0908 26.2849 -0.0008 -0.005 -0.0015
Si 9.6042 4.1129 26.1789 -0.0031 0.0052 0.0045
Si 1.4204 6.8454 26.0542 -0.004 0.0026 0.006
Si 6.8988 6.7983 26.1753 0.0079 -0.0061 0.0002
Si 4.1022 9.5353 26.1497 -0.0063 0.0009 0.0062
Si 9.6512 9.5335 26.1067 0.0085 -0.006 0.0001
Si 2.7547 -0.046 27.5723 0.0023 0.0011 -0.0046
Si 8.2631 -0.049 27.5446 -0.0064 0.006 0.0045
Si 0.0251 2.7034 27.5225 -0.0021 0.0028 0.0036
Si 5.4717 2.7481 27.6822 -0.0025 0.0033 0.0043
Si 2.7335 5.4829 27.5242 0 0.0009 0
Si 8.2327 5.448 27.5818 -0.0011 -0.0003 -0.0058
Si 0.0476 8.1752 27.5258 0.0021 -0.0025 -0.0036
Si 5.4912 8.1778 27.5197 -0.0019 0.0019 0.0042
Si 4.1018 1.3673 28.9262 -0.2488 -0.2778 0.416
Si 9.5708 1.3673 28.9262 0.1553 -0.0937 -0.1456
Si 1.3673 4.1018 28.9262 0.028 -0.0171 -0.3113
Si 6.8362 4.1018 28.9262 0.3139 0.2665 0.6419
Si 4.1018 6.8362 28.9262 0.0122 0.0208 -0.2217
Si 9.5708 6.8362 28.9262 0.2222 0.0429 -0.0287
Si 1.3673 9.5708 28.9262 0.0041 -0.1763 0.0901
Si 6.8362 9.5708 28.9262 0.1075 -0.1508 -0.2487
Si 0 0 30.2935 0.0165 0.0146 -0.0192
Si 5.469 0 30.2935 -0.0384 0.0695 -0.012
Si 2.7345 2.7345 30.2935 -0.0122 -0.0549 0.004
Si 8.2035 2.7345 30.2935 -0.0494 0.0781 -0.0009
Si 0 5.469 30.2935 -0.0582 0.0339 -0.0129
Si 5.469 5.469 30.2935 0.0673 0.0169 0.003
Si 2.7345 8.2035 30.2935 -0.0324 0.0558 -0.0167
Si 8.2035 8.2035 30.2935 -0.0002 0.0101 -0.0168
Si 1.3673 1.3673 31.6607 -0.0243 -0.0031 -0.0012
Si 6.8362 1.3673 31.6607 0.0424 -0.0645 -0.0169
Si 4.1018 4.1018 31.6607 0.0195 0.0058 -0.0196
Si 9.5708 4.1018 31.6607 0.0319 -0.045 -0.0158
Si 1.3673 6.8362 31.6607 0.0901 -0.032 -0.0267
Si 6.8362 6.8362 31.6607 -0.0194 -0.0086 -0.0091
Si 4.1018 9.5708 31.6607 0.0013 -0.0447 -0.0232
Si 9.5708 9.5708 31.6607 -0.015 0.0248 -0.0158
Si 2.7345 0 0.6835 0.0601 -0.0068 -0.0154
Si 8.2035 0 0.6835 -0.0547 0.0497 0.0049
Si 0 2.7345 0.6835 -0.0206 0.0232 0.0502
Si 5.469 2.7345 0.6835 -0.0428 0.043 0.0397
Si 2.7345 5.469 0.6835 -0.0909 0.038 -0.0006
Si 8.2035 5.469 0.6835 0.0107 -0.0134 -0.0193
Si 0 8.2035 0.6835 -0.023 0.007 0.0316
Si 5.469 8.2035 0.6835 0.0284 0.0215 0.0447
Si 4.1018 1.3673 2.0507 -0.1161 -0.1452 0.0177
Si 9.5708 1.3673 2.0507 -0.0198 -0.1481 -0.0146
Si 1.3673 4.1018 2.0507 0.1496 0.0407 -0.0095
Si 6.8362 4.1018 2.0507 0.0586 0.0587 0.0236
Si 4.1018 6.8362 2.0507 -0.0283 -0.0674 0.0127
Si 9.5708 6.8362 2.0507 -0.1308 -0.1047 0.0047
Si 1.3673 9.5708 2.0507 0.0689 0.0797 0.0022
Si 6.8362 9.5708 2.0507 0.0993 0.0413 0.0091
Si 0 0 3.418 -0.0261 0.3075 -0.3676
Si 5.469 0 3.418 0.0659 0.1813 -0.0091
Si 2.7345 2.7345 3.418 -0.253 0.1206 -0.1243
Si 8.2035 2.7345 3.418 -0.1167 0.0987 0.356
Si 0 5.469 3.418 -0.1951 -0.2015 0.1296
Si 5.469 5.469 3.418 -0.0154 -0.0854 0.1392
Si 2.7345 8.2035 3.418 0.0411 0.023 0.0067
Si 8.2035 8.2035 3.418 -0.059 -0.0451 -0.3105
Si 1.2211 1.4985 4.7706 -0.0015 -0.0019 -0.0013
Si 6.7998 1.3903 4.8248 0.0001 -0.0012 0.0046
Si 4.1335 4.0292 4.7943 -0.0032 0.0044 0.0061
Si 9.5389 4.1118 4.85 0.005 -0.0009 0.001
Si 1.3661 6.8205 4.7656 0.0029 0.0001 0.0048
Si 6.7901 6.8995 4.7804 0.0056 -0.0072 0.0052
Si 4.0754 9.6195 4.7714 0.0034 0.0006 0.0037
Si 9.609 9.5446 4.7192 -0.0082 0.0109 0.0065
Si 2.6649 0.1389 5.9669 -0.0045 0.0013 0.0001
Si 8.1811 -0.0808 6.0295 0.0089 -0.0033 -0.0131
Si -0.18 2.7193 6.3804 0 -0.0038 -0.0028
Si 5.4361 2.6834 6.337 -0.001 0.0023 -0.0028
Si 2.6657 5.3592 6.0658 0.0079 -0.0044 -0.0041
Si 8.1615 5.532 6.1473 -0.0069 0.007 -0.0013
Si 0.0382 8.2178 6.1194 -0.0045 -0.0112 -0.0089
Si 5.3854 8.2501 6.1872 -0.0059 -0.001 -0.0101
Si 3.6715 1.5481 7.5609 -0.0031 -0.0018 0.005
Si 9.6155 0.8901 7.6044 -0.0016 0.0012 0.0081
Si 1.5238 3.9007 7.5601 0.0009 -0.0009 -0.0035
Si 6.5347 4.4569 7.4807 -0.0046 0.001 0.0047
Si 4.1858 6.5832 7.3266 -0.0047 -0.0053 0.0044
Si 9.3645 7.1392 7.4223 -0.0043 -0.0015 0.0017
Si 1.192 9.8954 7.2993 0.004 0.025 0.0188
Si 7.071 9.3534 7.432 0.0116 0.0091 0.0176
O 9.6053 6.7855 24.2898 -0.0003 -0.0055 -0.003
O 4.1769 1.3719 24.4534 0.0061 -0.0074 0.0004
O 8.1913 8.2111 7.8812 -0.0002 -0.0025 -0.0001
O 2.6451 2.7705 8.0287 0.0024 0.001 0.0026
O 6.8603 4.0352 24.407 0.0047 -0.0036 0.0006
O 1.4657 9.5329 24.2064 0.0032 0.0034 -0.0021
O 5.3622 5.5544 7.8446 0.0027 -0.0014 0.0006
O 0.0055 -0.0418 7.8427 0.0033 -0.0088 -0.0043
O 7.1245 4.069 8.958 -0.0041 -0.0003 -0.0089
O 6.7034 10.21 8.8153 -0.003 -0.0043 -0.0078
O 10.1621 6.6712 8.7892 -0.0012 0.003 -0.0038
O 2.0753 9.5593 8.6396 -0.0038 -0.0012 -0.0088
O 3.8981 0.6239 8.9339 0.0005 0.0015 -0.0041
O 1.0465 4.7034 8.9339 0.0007 0.0005 0.0001
O 8.8647 0.7945 9.1039 0.0007 -0.0008 -0.0039
O 3.3723 7.1203 8.6385 0.001 -0.0003 -0.0026
O 7.7689 8.5328 23.4795 -0.0018 0.0032 -0.0013
O 8.5452 2.0657 23.762 -0.002 0.0038 0.0069
O 5.0905 5.787 23.5332 0.0001 -0.0012 0.0006
O 2.4742 3.266 23.7263 0.0016 -0.0043 -0.0077
O 10.6215 0.4254 23.4063 -0.0012 0.001 -0.0008
O 0.4185 4.943 23.4187 -0.0003 0.0012 0.0013
O 3.3799 7.7984 23.278 -0.0022 0.0016 0.0044
O 6.1612 10.6616 23.7975 -0.0043 0.001 0.0128
Si 9.5559 2.5462 19.9315 -0.0026 0.0006 0.0018
Si 5.58 6.694 19.6359 0.0001 -0.0023 0.0007
Si 8.0013 3.3904 14.555 0.0126 -0.0185 -0.0087
Si 13.3121 3.237 13.3476 -0.0033 -0.0013 0.0011
Si 4.6562 1.4288 13.5995 0.0056 0.0038 -0.001
Si 5.0224 7.2093 14.3235 0.0013 -0.0022 -0.0018
Si 4.0087 5.467 12.2668 -0.0011 -0.0005 0.0003
Si 4.0104 6.4567 22.5173 0.0032 -0.0012 -0.0019
Si 9.5848 10.9822 14.3375 -0.002 -0.002 -0.0515
Si 6.8197 5.5168 12.6391 0.0044 -0.0019 0.0046
Si 7.309 1.8997 12.1722 0.0127 0.0001 0.0196
Si 3.309 13.5121 17.8203 0.0033 0.003 -0.0011
Si 7.9893 4.3629 10.2942 0.0027 -0.0042 0.0093
Si 9.1894 7.8154 14.6432 0.0303 0.0419 -0.0111
Si 7.56 0.5082 18.4647 -0.0018 0.003 0.0014
Si 9.7699 5.1791 16.2503 -0.0017 -0.0075 -0.0046
Si 7.6996 9.6859 16.2807 0.0016 0.0004 -0.0117
Si 2.1762 11.3459 12.4196 -0.0034 0.0079 -0.0036
Si 7.9891 15.8588 18.7764 -0.0007 0.0003 -0.0039
Si 12.4868 13.4811 20.0675 0.0018 0.0032 -0.0018
Si -1.6474 1.085 22.7133 0 0.0011 0.0002
Si 4.9323 10.0237 15.4051 0.0047 0.0009 -0.002
Si 2.8552 10.946 19.2388 0.0053 0.0031 0.0024
Si 5.5678 9.6634 20.0986 0.0017 -0.0025 0.0037
Si 10.7457 5.4467 9.6983 0.0013 -0.0005 0.0053
Si 7.1012 9.8435 22.7727 -0.0067 0.0008 0.0019
Si 6.2749 13.826 17.0045 0.0029 0.0018 -0.0056
Si -3.1294 -0.1981 9.9144 0.0012 0.0005 0.0053
Si 1.7345 4.2706 16.0809 -0.0035 0.0009 -0.0036
Si -1.7038 9.1522 11.9742 0.0089 0.0067 0.0263
Si 0.9895 8.9332 14.2621 -0.0368 -0.0215 -0.0095
Si 3.4893 7.6307 10.1714 0.0009 0.0014 0.0008
Si 1.7417 4.2826 22.7097 0.0028 0.0034 -0.0003
Si 2.5345 9.1401 16.9664 0.0063 -0.0088 -0.0043
Si 13.998 10.3542 9.6796 0.0015 0.0011 0.0011
Si 3.9775 6.4 17.0687 -0.0003 -0.0021 -0.0024
Si 11.6781 -3.4827 11.7229 -0.0047 0.0023 0.001
O 5.0785 6.6882 15.876 -0.0023 0.0009 0.0019
O 3.7066 2.6494 14.1107 0.0006 -0.0003 -0.0006
O 6.6454 3.1742 15.4421 -0.0039 -0.0001 0.0051
O 3.9925 10.1249 20.0862 -0.0002 -0.0002 -0.0004
O 4.2557 6.4389 10.9713 -0.0005 -0.0002 0.0002
O 1.3384 3.3707 21.4398 -0.0022 -0.0017 -0.005
O 4.0919 9.1676 10.2087 -0.001 -0.0013 -0.0006
O -3.3974 -5.2381 11.1644 -0.0006 -0.0014 -0.0012
O 10.6486 -2.2898 11.3689 -0.0009 -0.0026 -0.0004
O 9.2018 3.7933 15.5775 -0.0017 0.0126 0.0063
O 5.4299 4.6894 12.4159 -0.0007 -0.0008 -0.002
O 3.5523 10.1567 16.22 -0.0077 -0.0066 0.002
O 6.3869 6.865 13.476 -0.0017 0.0004 0.0015
O 10.3012 9.1139 14.6772 0.0261 -0.006 0.0012
O 6.0925 9.6343 16.4625 -0.0027 -0.0002 -0.0005
O 9.7721 6.3761 15.0989 -0.0004 -0.0065 0.0015
O 13.7595 4.3458 12.1939 0.0001 0.0013 -0.0004
O 6.733 1.3761 17.3649 0.0003 -0.0021 0.0023
O 1.5509 8.6768 15.7507 -0.0012 0.0262 0.0103
O 1.9632 9.908 18.3018 -0.0022 -0.0019 -0.0011
O 14.1507 7.7724 17.4909 -0.004 0.0038 -0.0048
O 4.693 14.0843 17.2184 -0.0027 -0.0008 0.0004
O 8.6715 12.3795 19.1515 0.0002 -0.0013 -0.0002
O 5.7931 2.0718 12.6753 -0.0032 -0.0002 0.0012
O 8.2356 2.0644 13.5646 -0.0357 0.0231 -0.023
O 2.7536 5.4614 22.2372 -0.0008 -0.0006 0.0026
O 8.879 14.9756 19.8362 0.0013 -0.001 0.0014
O 2.0707 10.9483 10.844 -0.0004 -0.0008 0.0037
O -3.1127 4.6875 13.594 -0.0043 0.0016 -0.0029
O 10.6743 11.8857 14.9197 -0.0061 -0.0171 0.0399
O 7.7978 3.0976 11.2454 0.0036 0.003 -0.0045
O 8.7357 7.9846 13.0668 -0.0076 -0.0122 0.0003
O 2.7529 14.2035 19.2128 -0.0009 -0.0011 0.0005
O 12.4678 4.0627 14.4682 0.0024 0.0019 0.0017
O 8.2864 10.8273 22.2269 -0.001 0 0.0013
O 12.9991 7.7794 10.891 -0.0014 0 0.0004
O 12.56 1.9459 12.6514 0.004 -0.0024 -0.0016
O 8.1434 10.6602 15.0558 0.0073 -0.0025 0.0127
O 4.7247 16.8826 18.4495 -0.0012 0.0016 0.0004
O 8.3076 10.1938 17.704 0.0045 -0.0005 -0.0001
O 5.2914 11.4847 14.7999 -0.0022 -0.0032 0.0013
O 3.7724 0.3819 12.7263 -0.0005 -0.0005 -0.0004
O 7.0005 14.8478 18.0085 0.0001 0.0008 0.0014
O -1.5388 10.5926 12.736 -0.0079 -0.0007 -0.0139
O 9.7042 2.0246 21.4653 -0.0002 0.0005 -0.0015
O 5.7543 8.2779 19.2551 -0.0002 0.0017 0.0012
O 2.9212 5.3156 16.4956 0.0022 0.002 0.0015
O -2.5905 -1.572 10.6349 -0.0005 -0.0025 -0.0033
O 6.4889 21.812 19.5369 0.0002 -0.0004 0.001
O 11.9618 7.5589 13.3494 0.0077 -0.0061 -0.0019
O 6.1077 9.3399 21.5986 0.0021 0.0032 0.0018
O 2.1293 2.8203 16.7216 0.0001 -0.0026 0.0021
O 7.0781 16.9326 19.6284 -0.0006 0.0003 0.0006
O 7.2326 11.5441 11.2026 -0.0018 0.0017 -0.0027
O 8.9364 16.543 17.6067 -0.0011 0.0017 0.0024
O 1.9408 0.9361 20.2446 -0.0003 -0.0021 0.0006
O 3.7791 -4.4875 13.5677 0.0017 0 0.0003
O 8.1415 8.1799 15.826 0.0026 0.0064 0.0053
O 0.2083 6.0016 11.1919 0.0008 0.0009 0.0004
O 4.8161 8.8308 14.2812 0.0016 0 0.0018
O 11.0525 13.5514 19.2858 -0.0001 -0.0008 -0.0006
O 4.7883 6.6525 21.0844 -0.0001 -0.0002 -0.001
O 1.5173 10.1852 13.3836 -0.005 -0.0064 0.0186
O 11.3039 4.9031 16.6898 0.0021 0.002 -0.0001
O 3.5962 1.0212 18.1956 -0.0016 -0.0016 0.0007
O 9.5568 4.3651 9.8796 -0.0012 0.001 -0.0029

Results
free energy: -135733.047 eV
free energy less fixed offsets of O -568.88, Si -635.61 eV per atom: 2.283 eV

The program warned: the cutoff lies below the one the program advises for these potential files; the forces do not sum to zero within the program's tolerance; the exchange-correlation potential is rough where the density is thin.
